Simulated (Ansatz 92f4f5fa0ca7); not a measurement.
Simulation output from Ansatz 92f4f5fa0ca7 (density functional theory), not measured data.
Periodic cell of 375 atoms, Si241O134, from a study of silicon, its oxide and their interface. The atomic structure is a simulated model.
Doubt: the cutoff is far below the 930 eV that the study's wrapper takes by default for these files, so forces and energies are approximate.
This geometry differs little from another in the collection (a relaxation step or a small displacement).

Settings
functional: PBE
potential files: Ansatz PAW
basis: plane waves
wave-function cutoff: 580 eV
density cutoff ratio: 5
exchange-correlation grid ratio: 1
k mesh: 1 x 1 x 1, Gamma-centred
self-consistency stop: 5e-08 eV per atom in the density residual
occupations: fixed
spin: none
net charge: 0

Cell vectors (angstrom)
a	11.6015	0	0
b	0	13.3963	0
c	0	0	42.284

Atoms and the computed forces on them: element, x, y, z (angstrom), force x, y, z (eV/angstrom)
Si	0	2.2327	1.1851	-0.0358	0.0373	0.0178
Si	3.8672	2.2327	1.1851	-0.0087	-0.0311	0.0053
Si	7.7343	2.2327	1.1851	0.003	0.0258	0.0031
Si	1.9336	5.5818	1.1851	-0.0041	0.0099	-0.0488
Si	5.8008	5.5818	1.1851	0.0001	-0.0216	0.0422
Si	9.6679	5.5818	1.1851	0.01	0.0423	0.0184
Si	0	8.9308	1.1851	0.0168	0.0148	0.0093
Si	3.8672	8.9308	1.1851	-0.0093	-0.0035	0.0163
Si	7.7343	8.9308	1.1851	-0.0042	0.019	0.023
Si	1.9336	12.2799	1.1851	0.0095	-0.0255	0.0074
Si	5.8008	12.2799	1.1851	-0.0066	-0.0457	-0.0219
Si	9.6679	12.2799	1.1851	0.0019	0.0171	-0.0346
Si	1.9336	1.1164	1.9745	0.1018	0.0299	-0.0173
Si	5.8008	1.1164	1.9745	-0.0178	0.0231	-0.0146
Si	9.6679	1.1164	1.9745	-0.0068	-0.0878	-0.0002
Si	0	4.4654	1.9745	0.1227	-0.0457	0.0029
Si	3.8672	4.4654	1.9745	-0.0837	0.0193	-0.0162
Si	7.7343	4.4654	1.9745	-0.073	-0.0404	-0.0066
Si	1.9336	7.8145	1.9745	0.0437	-0.0776	-0.0016
Si	5.8008	7.8145	1.9745	-0.0665	0.0442	-0.0195
Si	9.6679	7.8145	1.9745	0.0348	-0.0666	-0.0096
Si	0	11.1635	1.9745	0.0013	0.0214	-0.0144
Si	3.8672	11.1635	1.9745	0.059	0.0816	-0.001
Si	7.7343	11.1635	1.9745	-0.0449	0.0186	-0.0025
Si	1.9336	1.1164	4.3426	0.2845	0.0819	0.1219
Si	5.8008	1.1164	4.3426	-0.0935	0.0714	0.2026
Si	9.6679	1.1164	4.3426	-0.0302	-0.1779	-0.1426
Si	0	4.4654	4.3426	0.3152	-0.1086	-0.1221
Si	3.8672	4.4654	4.3426	-0.2201	-0.0485	0.4436
Si	7.7343	4.4654	4.3426	-0.2148	-0.0487	-0.0673
Si	1.9336	7.8145	4.3426	0.0872	-0.2184	0.0431
Si	5.8008	7.8145	4.3426	-0.1721	0.0913	0.1485
Si	9.6679	7.8145	4.3426	0.1054	-0.1232	-0.2578
Si	0	11.1635	4.3426	0.0481	0.1099	-0.4233
Si	3.8672	11.1635	4.3426	0.1411	0.1779	-0.0824
Si	7.7343	11.1635	4.3426	-0.1217	0.0896	-0.1363
Si	0	0	37.9435	-0.0237	0.1085	0.1941
Si	3.8672	0	37.9435	0.3891	-0.1188	-0.3164
Si	7.7343	0	37.9435	-0.1781	0.2319	0.2244
Si	1.9336	3.3491	37.9435	-0.2191	0.1268	0.2388
Si	5.8008	3.3491	37.9435	0.0219	-0.1945	-0.2583
Si	9.6679	3.3491	37.9435	-0.2644	0.1835	-0.0491
Si	0	6.6981	37.9435	0.2221	-0.1334	0.0956
Si	3.8672	6.6981	37.9435	-0.1477	-0.071	-0.0867
Si	7.7343	6.6981	37.9435	-0.1838	-0.1367	0.3034
Si	1.9336	10.0472	37.9435	0.1517	-0.0264	-0.4648
Si	5.8008	10.0472	37.9435	-0.1474	0.0112	-0.1179
Si	9.6679	10.0472	37.9435	0.0995	-0.0056	0.3142
Si	0	0	40.3116	-0.0113	0.0471	-0.0034
Si	3.8672	0	40.3116	0.1257	-0.0604	0.0055
Si	7.7343	0	40.3116	-0.0734	0.0756	-0.0194
Si	1.9336	3.3491	40.3116	-0.0768	0.0733	-0.0038
Si	5.8008	3.3491	40.3116	0.0106	-0.0727	0.0081
Si	9.6679	3.3491	40.3116	-0.0817	0.0911	0.0192
Si	0	6.6981	40.3116	0.1096	-0.0298	0.0054
Si	3.8672	6.6981	40.3116	-0.0561	-0.0205	0.0115
Si	7.7343	6.6981	40.3116	-0.0576	-0.0432	0.0054
Si	1.9336	10.0472	40.3116	0.059	-0.0171	0.0315
Si	5.8008	10.0472	40.3116	-0.0608	-0.0069	0.0314
Si	9.6679	10.0472	40.3116	0.0437	0.0232	0.002
Si	0	2.2327	41.101	0.0374	-0.0357	0.0012
Si	3.8672	2.2327	41.101	0.0075	0.029	-0.0425
Si	7.7343	2.2327	41.101	0.0067	-0.0296	0.0262
Si	1.9336	5.5818	41.101	-0.0012	-0.0049	0.0553
Si	5.8008	5.5818	41.101	-0.0021	0.033	-0.0237
Si	9.6679	5.5818	41.101	-0.0034	-0.0298	0.0006
Si	0	8.9308	41.101	-0.0241	-0.0186	-0.0129
Si	3.8672	8.9308	41.101	0.0089	0	-0.0114
Si	7.7343	8.9308	41.101	0.0078	-0.0206	-0.021
Si	1.9336	12.2799	41.101	-0.0141	0.0327	-0.0525
Si	5.8008	12.2799	41.101	0.0178	0.0417	0.0262
Si	9.6679	12.2799	41.101	-0.0093	-0.0186	0.0001
Si	-0.3766	-1.9171	31.1752	-0.0643	-0.1099	-0.0068
Si	6.1154	-1.9392	27.053	0.006	-0.0085	0.0081
Si	4.8319	-1.4749	29.6843	0.0472	-0.0546	-0.0308
Si	1.7699	2.8952	30.7469	0.0679	0.1286	0.0202
Si	5.29	3.6328	30.5029	0.2932	-0.2896	-0.232
Si	8.3013	3.1261	31.5608	0.1192	0.0459	0.1055
Si	0.3498	6.6243	30.5135	-0.123	0.0583	-0.0292
Si	3.1109	9.5467	29.1064	-0.0651	0.0224	-0.0161
Si	7.5725	7.8996	30.4979	0.0482	-0.0647	-0.0352
Si	0.3383	11.2584	29.0414	0.0559	-0.055	-0.0094
Si	7.2454	11.668	31.716	-0.1073	-0.0111	0.0444
Si	9.2469	5.4061	31.5931	0.0451	-0.1105	-0.1448
Si	0.2114	1.6251	31.8698	0.0405	-0.006	-0.0382
Si	3.8374	2.0853	31.5214	-0.1168	0.0077	0
Si	9.8015	1.5537	30.6116	-0.1146	0.0019	-0.0484
Si	4.4618	7.7591	30.9877	0.1012	0.244	-0.0715
Si	4.4978	5.5418	31.624	-0.2097	0.1679	0.2271
Si	8.3084	9.4755	32.0102	0.1834	0.1386	-0.1061
Si	-0.8232	9.3222	31.9778	-0.0002	-0.2093	0.023
Si	2.0601	5.2436	31.5659	-0.1182	-0.1445	-0.108
Si	7.541	8.7302	27.5874	0.0158	0.0048	0.036
Si	1.3914	12.8864	31.8507	0.006	0.0558	0.0231
Si	3.2803	13.4582	30.4665	0.037	0.053	0.0033
Si	9.321	12.8005	31.6112	-0.0484	-0.0758	-0.0092
Si	0.0182	2.1902	34.1276	-0.0727	0.0549	0.0131
Si	3.8801	2.188	33.9179	0.095	0.0063	0.036
Si	7.8277	2.3635	33.8626	0.0538	0.0507	-0.106
Si	1.7977	5.4506	33.9385	0.0717	0.1078	0.0144
Si	5.5304	5.5814	33.8783	0.0743	0.0206	0.0428
Si	9.5589	5.6546	33.9531	-0.0372	0.0312	0.0904
Si	-0.0725	8.9887	34.1597	-0.0341	0.0331	-0.0725
Si	3.9001	8.8791	33.933	-0.0881	-0.0022	-0.019
Si	7.7399	8.9174	34.1818	0.066	0.0242	0.1048
Si	1.9589	12.3511	34.0569	-0.013	0.0171	0.0254
Si	5.9995	12.207	33.8165	0.0247	0.045	-0.0351
Si	9.6549	12.3916	34.0133	-0.0365	0.0001	-0.0025
Si	1.9832	1.1404	34.8913	0.0528	-0.0667	-0.0125
Si	5.9026	1.1036	34.5875	-0.0407	-0.0622	0.064
Si	9.6474	1.1832	34.8572	-0.0323	-0.0135	0.0623
Si	-0.1441	4.4596	34.7682	-0.061	-0.0567	-0.0419
Si	3.7444	4.4035	34.8258	-0.0133	-0.006	-0.1267
Si	7.5826	4.5497	34.7074	0.0343	-0.0329	0.0366
Si	1.903	7.768	34.6801	0.0874	-0.0127	-0.0239
Si	5.767	7.7695	34.8115	-0.0648	-0.0139	-0.05
Si	9.6508	7.8011	34.93	0.0397	0.0178	-0.0533
Si	0.0049	11.2566	34.8258	0.0127	-0.0581	0.0523
Si	3.9471	11.1684	34.6151	0.0505	-0.044	-0.0005
Si	7.7987	11.1661	34.912	-0.0521	0.0196	0.0116
Si	1.9485	1.1276	37.2159	-0.0076	-0.0153	0.0358
Si	5.8202	1.1112	37.0568	-0.0259	0.0076	-0.0411
Si	9.6575	1.1244	37.1958	0.0192	-0.0062	-0.0074
Si	-0.0181	4.4612	37.1413	0.0206	0.038	0.019
Si	3.8517	4.4464	37.1711	0.0701	0.0447	0.0711
Si	7.7044	4.4855	37.1146	0.0108	0.0038	-0.0459
Si	1.934	7.8071	37.1013	-0.0226	0.0104	-0.0376
Si	5.7999	7.8032	37.1679	0.0372	-0.0046	0.026
Si	9.6648	7.7987	37.2393	-0.0061	0.0255	0.0174
Si	-0.0077	11.1777	37.1787	0.0031	0.0348	-0.0346
Si	3.8811	11.1624	37.0662	-0.0315	0.019	-0.0081
Si	7.7443	11.1753	37.2313	-0.0058	-0.0147	-0.0216
Si	0.0194	0.0027	5.0915	0.0028	-0.0129	0.0071
Si	3.8795	-0.0026	5.1898	-0.0104	0.0017	0.0262
Si	7.7266	-0.002	5.1378	0.011	0.0003	-0.0003
Si	1.9203	3.3277	5.2241	0.0223	-0.0002	0.0147
Si	5.7856	3.358	5.1746	0.0175	-0.009	-0.0001
Si	9.6754	3.3505	5.0458	0.003	-0.0288	0.0167
Si	-0.0008	6.6808	5.121	0.0172	0.0394	0.0085
Si	3.8725	6.6928	5.1984	0.0114	0.0241	0.0249
Si	7.7348	6.7018	5.0837	-0.0131	0.014	0.0182
Si	1.9343	10.0495	5.0595	0.0028	0.0014	-0.0176
Si	5.799	10.0628	5.1525	-0.017	-0.0367	0.0016
Si	9.6727	10.0462	5.0504	-0.0106	-0.0083	-0.0344
Si	0.0536	-0.0316	7.4328	0.0274	0.06	-0.0375
Si	3.932	-0.0306	7.6155	0.007	0.0286	-0.0418
Si	7.7646	-0.0072	7.5107	-0.1053	-0.0101	-0.0671
Si	1.8934	3.2543	7.6822	-0.0292	-0.0187	-0.0464
Si	5.756	3.3758	7.5772	-0.0654	-0.003	-0.0478
Si	9.6682	3.3113	7.3607	0.0279	0.0568	-0.0427
Si	0.0371	6.6317	7.4827	-0.0057	-0.0442	-0.0276
Si	3.895	6.6856	7.6276	-0.0382	-0.0483	-0.0406
Si	7.7577	6.7225	7.4231	0.0318	-0.0532	-0.0299
Si	1.9696	10.0547	7.3764	0.0106	0.0114	0.0211
Si	5.8024	10.1081	7.5354	0.0385	0.0725	-0.0267
Si	9.7089	10.0056	7.3609	0.0357	-0.0373	0.0137
Si	-0.1459	2.1228	8.379	0.0472	0.0097	-0.0948
Si	3.8797	2.1757	8.4877	-0.0356	0.0076	0.0451
Si	7.7358	2.2649	8.1698	0.0841	0.025	0.0343
Si	1.9302	5.5177	8.374	0.0481	0.0424	0.0834
Si	5.9032	5.6288	8.3858	0.0423	0.0713	0.0338
Si	9.6577	5.5306	8.1625	-0.0676	-0.0134	0.0532
Si	0.0698	8.8895	8.1113	-0.0145	0.0061	-0.1298
Si	3.8577	8.9833	8.2734	-0.0116	-0.0362	-0.0111
Si	7.7557	8.9716	8.1493	-0.0423	-0.0138	0.0104
Si	1.9661	12.226	8.307	0.0011	-0.0112	-0.0093
Si	5.8903	12.2942	8.5092	0.0162	-0.0527	0.0604
Si	9.7315	12.2233	8.091	0.0636	-0.0002	0.0322
Si	-0.1691	1.6307	12.5282	0.0205	0.0147	0.045
Si	4.0925	1.9985	10.9087	0.0473	-0.1179	0.0692
Si	8.1981	2.4104	10.4568	-0.1081	-0.0979	-0.0082
Si	1.9694	5.5329	10.7543	0.2031	0.0131	0.0664
Si	3.7177	4.2436	11.7394	-0.1404	0.1475	-0.1798
Si	10.3718	1.4714	10.4632	0.016	0.03	0.1662
Si	-0.3119	8.9743	10.3851	-0.0462	0.0317	0.242
Si	5.0598	9.6703	11.9853	0.1559	0.1085	0.0736
Si	8.2809	9.1545	10.4155	0.0187	0.0876	0.0984
Si	2.2156	11.6713	10.6238	-0.0466	0.0652	0.0921
Si	6.334	12.3269	10.9743	0.0524	0.1029	0.0068
Si	10.1046	12.5504	10.3534	-0.0126	-0.0745	0.0588
Si	2.7405	0.2231	11.9644	0.183	0.0419	-0.187
Si	6.3427	1.3356	11.5186	-0.0524	-0.0307	-0.0032
Si	11.2077	4.6903	12.7633	0.0171	0.0087	0.0014
Si	-3.0018	4.7047	11.0193	0.0455	0.1747	0.024
Si	6.404	5.826	10.7501	-0.016	-0.1542	0.0455
Si	5.836	2.4836	14.3808	0.0217	-0.0109	-0.0366
Si	2.1279	7.7581	11.5543	-0.1226	-0.1579	-0.2001
Si	4.3662	5.0271	14.4968	-0.034	-0.0685	-0.0206
Si	6.7532	7.997	11.7063	0.0025	-0.0344	-0.0412
Si	0.05	11.0867	11.2817	0.0489	-0.0174	-0.0862
Si	3.3055	9.5264	10.4973	-0.0789	-0.0747	0.0413
Si	8.4066	11.3429	11.3658	-0.0816	-0.029	-0.018
O	-0.0102	16.5403	13.1195	-0.0111	-0.0115	-0.0481
O	7.3179	7.5755	13.2176	0.025	0.0685	0.0055
O	4.6584	6.6229	14.2542	-0.0222	0.0586	-0.014
O	7.7442	4.3843	16.5212	0.0074	0.0055	0.0019
O	-0.0338	5.5161	14.1379	0.0003	0.0094	-0.0294
O	6.5897	2.1212	15.7617	0.001	-0.0074	0.0153
O	10.5978	0.8222	13.6958	-0.0174	-0.0249	-0.0335
O	5.3938	11.312	11.9389	0.0048	-0.0703	-0.0539
O	3.8323	4.825	16.0301	0.003	0.0102	-0.0038
O	-0.241	-2.645	12.9076	-0.0442	-0.0113	0.0187
O	8.7168	11.1088	13.0085	0.0868	-0.0526	-0.007
O	4.6262	9.279	13.5434	-0.0237	-0.0248	-0.0638
O	3.2822	8.1045	29.8737	0.0246	-0.0436	0.0249
O	-0.8817	10.6283	28.1303	-0.0243	0.0002	-0.0133
O	5.5718	10.918	25.6122	0.0054	-0.0031	-0.0049
O	10.6245	5.6014	30.6629	0.0525	0.0046	0.0284
O	6.5806	7.5187	26.9943	-0.0073	-0.0024	-0.0069
O	8.167	8.1717	28.9908	-0.0138	0.024	-0.0239
O	-6.5974	3.6817	28.8763	-0.0441	0.022	0.0818
O	1.5011	2.2283	29.1751	0.0101	-0.091	-0.0188
O	9.9431	1.7032	28.9463	0.038	0.0022	0.0205
O	3.6395	9.4206	27.5678	0.0108	-0.0141	0.0054
O	-7.4781	-4.6653	32.2806	0.0255	-0.0897	0.0536
O	4.9653	-1.3217	28.0496	0.0032	-0.0006	0.0042
Si	9.3138	10.5612	18.4662	0.0058	0.013	-0.0376
Si	3.8916	8.8339	19.7034	-0.0083	-0.0019	-0.0479
Si	1.0761	0.7704	25.8741	-0.0128	0.0001	0.0009
Si	6.4939	14.4114	23.5008	0.0006	0.002	0.0028
Si	5.7605	3.4237	27.4487	0.0194	0.0001	-0.011
Si	2.8112	9.0455	26.2103	-0.036	-0.0079	0.0142
Si	-1.2369	9.6444	26.865	0.0246	0.0105	0.0424
Si	3.9197	16.6171	19.5215	-0.0046	0.0119	-0.0609
Si	7.0948	7.319	23.6864	-0.0034	0.0031	0.0084
Si	10.2128	1.1703	15.257	-0.0078	0.0207	0.0252
Si	8.8081	5.6283	16.5206	0.0013	-0.022	0.0147
Si	4.9205	3.3943	22.3711	-0.0037	-0.0003	-0.006
Si	10.7386	18.1698	26.1135	0.0245	0.0016	0.0168
Si	0.3813	4.9347	22.0587	-0.0052	-0.0111	-0.0043
Si	3.7798	8.0076	14.1292	-0.0394	-0.0096	0.0778
Si	-0.9952	11.917	16.26	0.0051	0.0352	0.0276
Si	4.0564	4.4299	25.2608	-0.0185	0.0079	0.0121
Si	8.317	7.858	18.563	0.0029	-0.013	-0.0486
Si	4.0424	11.8995	19.8854	0.0054	0.0007	-0.0496
Si	8.9822	14.239	21.7653	-0.0103	0.0024	-0.0282
Si	2.6453	4.9643	17.1422	-0.0123	0.006	-0.026
Si	1.0279	7.4153	17.6834	-0.0035	-0.0035	-0.0397
Si	11.287	9.3384	22.7755	0.0084	0.0029	0.0089
Si	1.3203	3.435	24.5095	-0.0063	-0.0011	0.0155
Si	1.0785	0.4848	16.5079	-0.001	0.0022	-0.0128
Si	6.2013	6.1028	26.2436	-0.0005	0.0042	0.0043
Si	1.9131	0.6704	28.6422	-0.044	-0.0259	-0.0331
Si	7.9449	16.1584	16.3675	0.0094	-0.0031	-0.0072
Si	-0.3404	15.7641	20.604	-0.0079	0.0047	-0.0425
Si	2.1301	0.788	19.4857	-0.0113	-0.0058	-0.0581
Si	9.9935	-3.0729	13.7092	-0.0213	0.0017	0.0843
Si	8.7114	15.6964	19.2682	-0.0078	0.0009	-0.054
Si	4.5529	11.641	16.8331	-0.0026	0.0162	-0.009
Si	7.0751	9.7612	16.7434	-0.0021	0.0127	0.0091
Si	5.9429	11.5801	22.2953	-0.0059	-0.0008	-0.0114
Si	3.7053	13.8006	14.8349	0.0015	0.0203	0.0062
Si	0.6756	7.1296	27.3718	-0.0044	0.0096	0.027
Si	8.9238	11.137	21.5896	-0.0019	0.006	-0.0425
Si	0.6326	11.0517	25.0122	0.005	0.0119	0.0378
Si	10.0493	2.0502	27.338	-0.0033	0.0101	-0.0101
Si	7.258	14.3489	26.5241	0.0093	0.0024	-0.0001
Si	6.5707	17.6291	20.1302	0.0023	-0.0035	-0.0409
Si	6.4425	7.2233	20.6652	0.0026	-0.0008	-0.0339
Si	-1.4984	6.7181	23.8464	-0.006	-0.0091	0.0047
Si	8.3099	8.0405	14.4172	0.0716	-0.0205	0.0186
Si	2.9542	9.2832	16.9119	-0.0079	0.0076	-0.0055
Si	1.1523	7.554	20.6081	0.0085	-0.0054	-0.0468
Si	5.2356	9.747	24.5144	-0.0114	-0.0079	0.012
Si	0.0242	5.4206	15.7718	-0.0086	-0.0144	0.0402
O	-1.2129	1.6842	21.8219	0.005	-0.0027	0.0175
O	8.8361	14.7132	26.5382	-0.0125	-0.009	0.0156
O	1.2558	4.511	16.3747	-0.0022	0.0151	-0.0051
O	10.223	4.8378	16.3434	0.0045	0.0059	-0.0021
O	5.2514	15.2553	22.8467	-0.0015	0.0043	0.0075
O	9.668	8.7069	13.7579	-0.0903	-0.0015	0.0237
O	2.2662	0.7711	27.0228	-0.002	0.0207	0.0182
O	-0.1599	17.1893	25.0411	0.0004	0.0012	-0.0031
O	1.5145	1.8109	24.6684	0.0071	0.0043	0.009
O	-2.7928	9.1886	26.6587	-0.0124	-0.0064	0.001
O	6.4919	8.7093	24.3185	0.0033	-0.0006	0
O	6.5595	2.0007	27.5908	-0.0002	0.0034	0.0036
O	1.3684	13.8632	18.0952	0.0113	0.0017	0.028
O	7.0202	8.4442	17.7261	0.004	0.0048	0.0085
O	4.6473	12.169	18.3794	-0.0031	0.0007	0.0217
O	9.108	11.0624	19.9809	0.0017	-0.0061	0.0241
O	1.802	10.286	25.8631	0.0095	-0.0074	-0.0197
O	2.3943	6.497	17.6394	0.0075	0.0042	0.0074
O	3.9929	8.7981	18.0786	-0.0005	-0.0081	0.0118
O	10.3475	15.7338	19.2438	0.0048	0.0001	0.0262
O	6.2274	12.8306	23.2849	0.0028	-0.0037	0.0055
O	6.3092	17.3659	21.7253	0.0048	0.0021	0.0152
O	0.1051	6.929	16.4311	0.0064	0.0027	0.0052
O	5.5148	16.7875	19.191	0.0005	0.0016	0.0241
O	9.1432	2.3861	15.3192	0.002	0.0002	-0.0081
O	10.2169	10.7103	15.2679	-0.0117	-0.031	-0.0906
O	1.0592	1.5492	20.4516	-0.0008	0.0016	0.0291
O	8.0821	17.1362	19.7685	-0.0052	0.0069	0.0281
O	4.6943	3.2666	26.2208	0.0004	-0.0042	0.0139
O	-0.8257	10.5446	25.5667	0.0007	-0.0139	-0.0039
O	11.4944	17.3501	20.8636	0.001	-0.0005	0.0173
O	0.5416	12.4121	16.0329	-0.0024	-0.0024	-0.0104
O	2.4431	4.2773	25.3478	0.0075	-0.0041	0.0029
O	6.5751	14.6896	25.0931	0.0018	-0.0013	-0.0036
O	8.5966	6.7093	15.3185	-0.0244	0.0635	-0.0727
O	3.4479	1.7042	19.2126	0.0009	0	0.0242
O	4.5922	5.8637	25.896	0.0154	-0.0016	0.0082
O	-0.0547	1.5974	16.114	0.0117	-0.0118	-0.0039
O	7.6099	9.2238	15.3058	0.0082	-0.0091	-0.038
O	5.232	12.1841	20.9615	0.0015	-0.0006	0.0163
O	1.4319	8.9773	17.4172	0.012	-0.0044	0.0069
O	9.2936	12.6641	22.0449	0.0041	0.0017	0.0175
O	4.4806	4.2531	23.685	0.0114	-0.0051	-0.0135
O	4.6663	-0.5413	15.7531	0.0057	-0.0102	0.0025
O	4.3562	1.8451	14.4763	-0.0081	0.0037	-0.0037
O	10.5387	11.3926	17.8052	-0.0142	-0.0105	0.0153
O	6.368	7.0016	22.2701	0.0004	0.0009	0.0014
O	11.142	8.234	27.0422	-0.0178	0.0161	-0.0003
O	0.8231	12.6767	25.1986	0.0021	-0.0014	0.0109
O	0.265	5.6299	26.9063	-0.0165	-0.0053	-0.0075
O	6.6738	4.7777	27.1139	-0.0028	-0.0055	0.0027
O	2.6982	7.9316	20.3088	-0.0078	0.0005	0.0326
O	2.7148	12.8174	20.1555	-0.0018	0.0017	0.0243
O	8.745	6.413	17.9534	-0.0028	0.0149	0.0212
O	9.6194	13.1978	15.9466	0.0095	-0.0169	-0.017
O	10.6853	5.5896	22.8142	0.0034	-0.002	0.0019
O	3.8969	8.9157	24.9881	0.0179	0.0065	-0.0018
O	2.4079	14.2217	15.683	-0.0156	-0.0005	-0.0057
O	3.242	8.4118	15.5864	0.0148	-0.0239	-0.0571
O	3.1104	10.8827	16.6396	0.0066	-0.0051	0.0064
O	6.9011	6.117	24.7712	0.0052	0.0038	-0.0073
O	0.4049	8.7463	21.4323	0.0046	0.0033	0.0134
O	7.9493	14.8202	22.8788	0.0075	-0.0006	0.0107
O	8.0203	10.8644	17.5011	0.0017	-0.009	0.0135
O	9.8899	5.9269	25.2854	-0.0014	0.0156	-0.017
O	2.0106	7.6473	26.5557	0.0258	0.0239	0.0002
O	7.9008	7.7658	20.1445	-0.0042	-0.0017	0.0275
O	11.0795	8.0571	23.8149	0.0018	0.0049	0.0009
O	3.0218	4.1502	18.511	0.0136	-0.0174	0.0367
O	12.2489	10.494	23.4646	-0.0106	-0.0209	-0.0219
O	6.2474	5.8092	19.866	0.0002	0.0055	0.0234
O	5.6801	10.5256	16.4843	0.0032	-0.0123	-0.0015
O	8.289	14.4792	20.2863	0.0017	-0.0019	0.0225
O	9.8806	10.0584	22.345	-0.0046	0.0005	0.0123
O	3.7864	16.8841	21.1592	-0.002	-0.0001	0.0215
O	3.5754	10.3667	20.126	-0.0037	0.0039	0.025
O	9.5511	8.933	18.4365	-0.0099	0.0003	0.0216
O	-2.9167	7.3513	23.3754	0	0.0017	0.0061
O	7.356	10.832	21.9415	0.0051	-0.0046	0.0179
O	8.1854	15.3948	17.7769	-0.0002	0.0017	0.0257
O	1.3474	3.9853	22.9794	-0.0061	0.0107	-0.0086
O	4.9879	10.5031	23.0824	0.0049	0.0087	0.0019
O	0.3726	7.2962	19.1785	-0.0008	0.0028	0.0345
O	9.9712	3.7031	27.1117	0.0034	-0.0035	0.0038
O	1.2385	6.1706	21.4566	0.0054	0.0068	0.0097
O	5.2979	8.3032	20.2937	0.0088	-0.0082	0.0276
O	-21.6045	10.1666	29.0296	0.0092	0.0213	0.0422
O	6.7362	10.1394	27.813	0.0025	0.0017	-0.0075
O	0.5303	18.5013	11.483	-0.0951	-0.0065	0.0135
O	4.1056	10.4887	29.9776	0.001	0.0687	0.0155
O	2.498	21.1217	13.1581	0.0773	0.0336	0.0754
O	14.9763	13.0839	13.3989	-0.0341	-0.0145	0.0424
O	5.9475	8.0784	30.3454	-0.1506	-0.1013	0.1009
O	8.0347	6.3763	30.9732	-0.0327	0.0603	0.0411
O	-5.272	-1.4836	30.3474	0.0101	0.025	0.0182
O	-2.0883	5.3818	9.8148	-0.0222	-0.0196	-0.006
O	-1.8473	-4.9901	10.5714	0.0221	-0.0608	-0.0878
O	12.1044	8.0179	11.4551	0.0358	0.0557	-0.027
O	11.3749	1.3799	26.6615	0.0003	-0.0022	-0.0071
O	5.179	18.3864	11.5123	0.0384	0.035	-0.0353
O	-10.8039	12.7866	28.5738	0.033	0.051	0.0252
O	9.6071	4.8307	12.3555	-0.0062	-0.0168	-0.0238
O	3.3187	4.4735	13.3438	0.0218	0.0033	0.1211
O	12.9107	0.9539	12.316	-0.115	0.0146	0.0164
O	7.1228	12.7419	26.8417	-0.0009	0.0061	0.0087
O	5.7162	4.1178	14.2771	0.0069	0.0029	-0.0083
O	0.8348	-6.4547	28.9828	0.0385	-0.0351	-0.0295
O	11.3863	8.071	31.0555	0.0271	0.108	0.0834
O	6.8871	3.254	30.6979	-0.1864	0.0413	-0.0137
O	-5.0054	15.1872	13.1108	0.0017	0.0367	0.0399

Results
free energy: -229411.423 eV
free energy less fixed offsets of O -568.88, Si -635.61 eV per atom: 0.507 eV

The program warned: the cutoff lies below the one the program advises for these potential files; the forces do not sum to zero within the program's tolerance; the exchange-correlation potential is rough where the density is thin.
